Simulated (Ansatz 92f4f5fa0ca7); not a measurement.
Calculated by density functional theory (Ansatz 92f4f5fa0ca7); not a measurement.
Periodic cell of 212 atoms, Si132O80, from a study of silicon, its oxide and their interface. The atomic structure is a simulated model.
Doubt: the cutoff is far below the 930 eV that the study's wrapper takes by default for these files, so forces and energies are approximate.
This geometry differs little from another in the collection (a relaxation step or a small displacement).

Settings
functional: PBE
potential files: Ansatz PAW
basis: plane waves
wave-function cutoff: 580 eV
density cutoff ratio: 5
exchange-correlation grid ratio: 1
k mesh: 1 x 1 x 1, Gamma-centred
self-consistency stop: 5e-08 eV per atom in the density residual
occupations: fixed
spin: none
net charge: 0

Cell vectors (angstrom)
a, 10.938, 0, 0
b, 0, 10.938, 0
c, 0, 0, 31.9142

Atoms and the computed forces on them: element, x, y, z (angstrom), force x, y, z (eV/angstrom)
Si, -0.5243, 0.4889, 24.5573, 0.0017, 0.018, 0.0286
Si, 5.8691, -0.1706, 24.5532, 0.0459, 0.0312, 0.0206
Si, 2.4426, 2.9803, 24.7272, -0.012, 0.0216, 0.0136
Si, 8.7575, 2.228, 24.5952, 0.0044, -0.0173, 0.0236
Si, 0.7598, 4.7489, 24.6209, 0.0084, 0.0087, 0.0221
Si, 5.0723, 5.9054, 24.5324, -0.0187, 0.0284, 0.0133
Si, 3.3743, 7.6536, 24.3981, 0.0208, -0.019, 0.0331
Si, 7.5602, 8.795, 24.3758, -0.0342, -0.0186, 0.0207
Si, 1.3015, 1.3049, 25.8485, -0.0137, -0.0117, -0.0143
Si, 6.9864, 1.3504, 25.8988, -0.0065, -0.0108, -0.0169
Si, 4.1621, 4.1249, 25.8255, -0.0037, 0.0001, -0.0066
Si, 9.6769, 4.0924, 25.7087, 0.0133, -0.0043, -0.0148
Si, 1.5012, 6.7741, 25.6476, 0.0128, -0.013, -0.0235
Si, 6.8123, 6.9417, 25.7282, -0.0012, 0.0133, -0.014
Si, 4.1524, 9.5445, 25.6605, -0.0062, -0.0209, -0.0038
Si, 9.4967, 9.5403, 25.6332, 0.0057, 0.0158, -0.011
Si, 2.7546, -0.0635, 27.0858, 0.0017, 0.0112, 0.0063
Si, 8.2825, -0.0743, 27.1989, -0.0046, 0.0015, 0.0269
Si, -0.0135, 2.7251, 27.191, 0.0014, 0.0048, 0.0345
Si, 5.518, 2.7202, 27.1328, 0.0028, -0.0039, 0.0072
Si, 2.7644, 5.4672, 27.1734, -0.0042, -0.0027, 0.0339
Si, 8.2253, 5.4928, 27.0402, -0.0008, -0.0006, 0.0093
Si, 0.0183, 8.164, 26.999, -0.0048, -0.0069, 0.0107
Si, 5.4559, 8.226, 27.1581, 0.0031, -0.0071, 0.0168
Si, 4.1018, 1.3673, 28.496, 0.0193, -0.1805, -0.3611
Si, 9.5708, 1.3673, 28.496, 0.0995, -0.1632, 0.6275
Si, 1.3673, 4.1018, 28.496, 0.0185, 0.0518, 0.2936
Si, 6.8362, 4.1018, 28.496, 0.3034, 0.2565, -0.298
Si, 4.1018, 6.8362, 28.496, 0.0517, 0.1686, 0.3952
Si, 9.5708, 6.8362, 28.496, 0.1785, 0.0132, -0.6081
Si, 1.3673, 9.5708, 28.496, -0.1126, -0.3476, -0.5242
Si, 6.8362, 9.5708, 28.496, -0.0322, -0.0797, 0.4168
Si, 0, 0, 29.8632, -0.0464, 0.1554, 0.0209
Si, 5.469, 0, 29.8632, 0.0511, 0.008, 0.0209
Si, 2.7345, 2.7345, 29.8632, -0.05, 0.0292, -0.004
Si, 8.2035, 2.7345, 29.8632, 0.016, -0.0434, 0.0169
Si, 0, 5.469, 29.8632, 0.0438, -0.0108, 0.0149
Si, 5.469, 5.469, 29.8632, 0.0304, 0.129, -0.0026
Si, 2.7345, 8.2035, 29.8632, -0.0249, -0.114, 0.031
Si, 8.2035, 8.2035, 29.8632, -0.0976, 0.0462, 0.0067
Si, 1.3673, 1.3673, 31.2305, 0.0623, -0.0696, 0.0148
Si, 6.8362, 1.3673, 31.2305, -0.087, 0.0346, -0.0349
Si, 4.1018, 4.1018, 31.2305, 0.0532, -0.0422, -0.0059
Si, 9.5708, 4.1018, 31.2305, 0.0038, -0.0153, -0.0294
Si, 1.3673, 6.8362, 31.2305, -0.0086, 0.0312, -0.0109
Si, 6.8362, 6.8362, 31.2305, 0.0529, -0.0803, 0.0103
Si, 4.1018, 9.5708, 31.2305, -0.0119, 0.0499, -0.0438
Si, 9.5708, 9.5708, 31.2305, 0.0481, -0.0574, -0.0034
Si, 2.7345, 0, 0.6835, 0.0434, 0.0176, 0.0373
Si, 8.2035, 0, 0.6835, -0.0483, 0.0908, -0.0006
Si, 0, 2.7345, 0.6835, -0.0622, 0.0624, -0.0073
Si, 5.469, 2.7345, 0.6835, 0.0693, -0.0588, 0.0187
Si, 2.7345, 5.469, 0.6835, -0.0563, 0.0434, 0.0017
Si, 8.2035, 5.469, 0.6835, -0.0101, -0.0072, 0.0376
Si, 0, 8.2035, 0.6835, 0.0116, -0.0394, 0.01
Si, 5.469, 8.2035, 0.6835, -0.0692, 0.055, -0.0152
Si, 4.1018, 1.3673, 2.0507, 0.0024, 0.0265, -0.0317
Si, 9.5708, 1.3673, 2.0507, 0.0562, -0.0405, -0.0093
Si, 1.3673, 4.1018, 2.0507, 0.0748, -0.0942, 0.0025
Si, 6.8362, 4.1018, 2.0507, -0.1248, -0.0119, -0.0329
Si, 4.1018, 6.8362, 2.0507, 0.1258, -0.0649, -0.0169
Si, 9.5708, 6.8362, 2.0507, 0.0382, 0.0801, -0.0391
Si, 1.3673, 9.5708, 2.0507, -0.0635, -0.0241, -0.0137
Si, 6.8362, 9.5708, 2.0507, 0.0034, -0.0862, 0.0108
Si, 0, 0, 3.418, -0.1418, -0.0001, -0.3073
Si, 5.469, 0, 3.418, -0.2817, 0.0587, 0.3223
Si, 2.7345, 2.7345, 3.418, -0.1197, -0.0386, -0.4329
Si, 8.2035, 2.7345, 3.418, 0.2232, 0.1163, 0.4094
Si, 0, 5.469, 3.418, -0.0522, 0.3387, 0.6101
Si, 5.469, 5.469, 3.418, -0.1345, -0.0991, -0.9068
Si, 2.7345, 8.2035, 3.418, -0.3658, -0.1079, 0.5195
Si, 8.2035, 8.2035, 3.418, 0.2221, 0.0855, -0.3678
Si, 1.337, 1.3846, 4.7432, -0.0041, 0.0019, -0.0229
Si, 6.8237, 1.3844, 4.7952, -0.0002, 0.0084, -0.0065
Si, 4.0396, 4.1745, 4.7028, 0.0178, 0.0075, -0.0325
Si, 9.5821, 4.1333, 4.8626, -0.0025, -0.0082, -0.0056
Si, 1.3026, 6.8907, 4.9226, -0.0033, 0.0047, -0.0081
Si, 6.855, 6.7891, 4.6769, -0.0081, -0.0049, -0.0265
Si, 4.0283, 9.596, 4.8242, 0.0064, -0.0058, -0.0063
Si, 9.5521, 9.6002, 4.7773, -0.0032, -0.0066, -0.0254
Si, 2.5668, 0.0069, 6.2076, -0.0212, -0.005, 0.0084
Si, 8.1819, 0.011, 6.1586, 0.0141, 0.0066, 0.0134
Si, 0.0876, 2.7725, 6.196, 0.0135, 0.0015, 0.0169
Si, 5.4227, 2.835, 6.0129, -0.0182, -0.0215, 0.016
Si, 2.7155, 5.4315, 6.219, 0.0124, 0.0074, 0.0147
Si, 8.1459, 5.5238, 6.1911, -0.0049, -0.0001, 0.0076
Si, -0.1181, 8.3436, 6.3503, -0.0144, -0.011, 0.0157
Si, 5.463, 8.1176, 5.9687, 0.0037, -0.0047, 0.0201
Si, 3.7546, 1.7471, 7.207, 0.0124, 0.0758, -0.0479
Si, 9.8592, 1.1402, 7.3962, 0.0157, -0.029, -0.0174
Si, 2.0027, 3.5164, 7.4804, -0.0145, -0.0435, -0.0199
Si, 6.2602, 4.6227, 7.3152, -0.009, 0.0041, -0.0216
Si, 4.5997, 6.3583, 7.274, 0.0187, -0.0017, -0.0214
Si, 8.949, 7.3462, 7.4734, 0.0037, 0.0321, -0.0197
Si, 0.6458, 10.3186, 7.5863, -0.0193, 0.0205, -0.0324
Si, 7.1077, 9.1245, 7.2576, 0.0058, -0.0254, -0.0066
O, 0.8505, 10.3107, 9.2616, 0.0012, -0.0025, 0.0424
O, 1.7202, 3.803, 9.0992, 0.0104, 0.0086, 0.0203
O, 9.3093, 1.8372, 8.8441, -0.0184, 0.0056, 0.0322
O, 5.9807, 9.5777, 8.4211, 0.0027, 0.0148, 0.0126
O, 4.6395, 1.1267, 8.464, 0.0081, -0.0255, 0.0401
O, 4.5124, 6.5023, 8.9594, -0.0038, 0.001, 0.0113
O, 6.2611, 4.4895, 9.0058, 0.0046, -0.0005, 0.0143
O, 9.3184, 6.6936, 8.9716, -0.003, -0.0058, 0.04
O, 2.9588, 2.2796, 23.2998, 0, -0.0038, -0.0018
O, 5.3716, 11.9211, 23.4303, -0.0194, 0.008, -0.0115
O, 8.593, 2.2873, 22.911, -0.0034, 0.0093, -0.0128
O, 0.7011, 4.7638, 22.9573, -0.0061, 0.0002, -0.0133
O, 7.776, 8.2561, 22.8025, 0.0155, -0.0125, -0.0142
O, 3.2604, 7.929, 22.738, -0.0138, -0.007, -0.0399
O, 5.5427, 5.5074, 22.977, -0.0076, -0.0143, -0.0192
O, 10.4522, 11.3307, 22.8684, 0.0032, -0.0069, -0.0183
Si, 8.6661, 0.1572, 19.2399, -0.0022, 0.0007, 0.007
Si, 12.0888, 2.9268, 12.999, 0.0066, -0.003, 0.0019
Si, 5.5747, 0.0232, 9.1867, 0.0166, -0.0068, -0.0075
Si, 4.3201, 1.8385, 22.5121, 0.0113, 0.0033, 0.0108
Si, 4.8447, 4.8397, 21.6489, 0.0003, 0.0015, 0.0164
Si, 5.1723, 5.3325, 9.9272, -0.0043, -0.0097, -0.0085
Si, 8.589, 7.2556, 21.8125, -0.0039, 0.0109, 0.0154
Si, 3.1274, 8.7958, 18.7639, 0.0018, -0.0091, 0.0023
Si, 7.0293, -5.2047, 19.7798, -0.0045, -0.0044, 0.0054
Si, 8.4163, 8.1945, 19.042, 0.0033, -0.0053, 0.0054
Si, -2.2095, -0.283, 14.6532, 0.0026, -0.0003, 0.0024
Si, 9.4528, 7.218, 10.5124, 0.0081, 0.0179, -0.0202
Si, 5.3637, 2.361, 14.8362, 0, -0.0003, 0.0044
Si, 15.0862, 8.3382, 15.9315, 0.0025, -0.0022, 0.0026
Si, 9.5779, 1.4153, 21.9069, -0.0003, -0.0038, 0.0115
Si, 13.1385, 2.3568, 18.1958, 0.0027, 0.0024, -0.0039
Si, 11.063, 5.8175, 21.8761, 0.014, 0.0061, 0.0038
Si, 2.7816, 7.0552, 21.426, -0.0078, 0.004, 0.025
Si, 6.6469, -3.6677, 11.8819, -0.0099, 0.0142, 0.0039
Si, 14.2757, 0.4936, 19.9265, 0.0076, -0.0026, 0.0032
Si, 2.8896, 3.8347, 15.4472, -0.0003, 0.0005, 0.0024
Si, 9.7079, 6.8811, 16.591, 0.0031, 0.0001, 0.0006
Si, -0.0943, 10.0364, 10.5796, -0.0016, -0.0002, -0.0159
Si, 11.4521, 5.676, 12.2794, 0.0011, 0.0037, 0.0044
Si, 7.2165, 12.4382, 12.6792, 0.0059, -0.0025, -0.0001
Si, 7.1761, 7.8425, 14.8294, -0.0019, -0.0046, 0.0031
Si, 10.9139, 3.4763, 19.9501, -0.0044, 0.0112, 0.0045
Si, 7.7237, 1.6299, 16.7852, 0.0019, -0.0007, 0.002
Si, 8.8818, 4.1186, 17.8058, 0.0008, -0.0021, 0.0032
Si, 5.1458, -0.8621, 11.9136, 0.0024, -0.019, -0.0154
Si, 8.4609, 1.1571, 10.0765, -0.0003, -0.0058, -0.023
Si, 3.51, 10.765, 14.3605, 0.001, -0.0071, 0.0041
Si, 2.3806, 4.1248, 10.5587, 0.0046, -0.0044, -0.0221
Si, 0.9114, -0.1702, 18.7234, -0.0016, -0.0033, -0.006
Si, 0.5449, 0.0166, 13.4435, 0.0017, -0.0048, -0.0016
Si, 1.5737, 6.7259, 14.9927, 0.002, 0.0008, 0.0028
O, 12.8235, -0.1169, 14.3561, 0.0067, -0.0028, -0.0073
O, 7.9924, 2.0958, 11.3526, -0.0048, -0.0023, 0.0054
O, 8.6039, 0.4141, 16.1235, -0.0001, 0.0022, 0.0021
O, 3.8745, -2.882, 17.5172, 0.0021, -0.0001, -0.0011
O, 10.6799, 4.9862, 20.5264, 0.0029, -0.0091, 0.0032
O, 5.5542, -5.7175, 20.221, 0.0061, 0.0031, -0.0007
O, 11.1819, 7.1226, 15.896, -0.0025, -0.0013, 0.0022
O, 1.165, 6.9837, 21.4678, 0.0084, -0.0081, 0.0093
O, 1.7095, 0.2243, 20.1203, -0.0007, 0.0006, 0.0075
O, 3.9967, 4.3119, 10.4383, -0.003, 0.0005, 0.0052
O, 9.8945, 3.2367, 18.7149, -0.0022, 0.0006, 0.0039
O, 8.3797, -3.8349, 15.6526, 0.0013, -0.0013, 0.0006
O, -2.2773, 0.6122, 20.8123, -0.0002, -0.0015, -0.0034
O, 9.1512, 8.0624, 20.5041, 0.0005, 0.0009, -0.0047
O, 13.0739, 13.9462, 14.2781, 0.001, -0.0011, 0.002
O, 10.0799, -4.8128, 11.5371, 0.0037, -0.0016, -0.0034
O, 3.3517, 5.5128, 21.5218, 0.0036, 0.0029, 0.0035
O, 14.9304, 10.1077, 19.2294, -0.0032, 0.0028, 0.0084
O, 2.0346, 2.9038, 11.6057, -0.0004, -0.0053, 0.007
O, 6.2873, 0.2101, 12.3395, 0.0042, -0.0011, -0.0019
O, 9.8316, 6.5924, 22.6212, -0.0006, -0.0023, -0.0008
O, 10.6192, 2.3872, 21.1167, 0.0038, 0.0015, 0.0029
O, 7.6977, -1.554, 14.5608, 0.0014, 0.0028, -0.0001
O, 6.3357, 2.6037, 13.52, -0.0001, -0.0028, -0.002
O, 3.9149, -0.8795, 12.9553, 0.0037, -0.0002, 0.0064
O, 9.4321, -0.058, 10.6023, -0.0038, -0.0031, 0.0016
O, 4.9061, 3.2178, 21.8467, -0.0039, 0.0014, 0.0041
O, 12.4046, 3.2952, 19.3245, 0.0015, -0.003, 0.0026
O, 4.2223, 12.2104, 14.454, 0.0037, -0.0026, -0.0028
O, 7.8482, 9.711, 18.9531, -0.0015, 0.0023, 0.003
O, 11.1084, 15.1678, 12.9647, 0.0017, -0.0021, -0.0011
O, 2.2442, 5.3194, 15.4626, 0.001, -0.0003, -0.0004
O, 7.6759, 4.6212, 18.7869, 0.0034, -0.0033, 0.0004
O, 7.9755, 7.6404, 11.0241, 0.0021, -0.0018, 0.0091
O, 10.2707, -0.701, 14.2933, -0.0017, 0.0009, -0.0002
O, 12.2273, 1.0687, 17.6957, 0.0004, 0.0001, 0.0063
O, 10.4615, 8.4726, 10.5194, -0.0076, -0.0183, -0.0086
O, 14.4866, 12.712, 18.925, -0.0013, 0.0007, 0.0033
O, 5.6752, 7.8289, 15.5372, 0.0016, 0.0011, 0.0006
O, 0.7293, 10.2792, 11.9645, -0.0001, 0.0019, 0.0095
O, 7.1264, -3.768, 18.9777, 0.0008, 0.0023, 0.002
O, 8.3525, 3.1334, 16.6219, -0.0023, -0.003, 0
O, 1.6022, 9.3149, 18.3138, 0.0007, 0.0035, 0.0064
O, 4.5231, 3.7353, 15.1916, 0.0004, 0.0002, 0.0001
O, 6.2391, 1.7582, 16.0954, 0.0048, -0.0024, 0.0021
O, 10.235, -0.17, 18.8461, 0.0038, -0.0002, 0.004
O, 5.6818, 8.5595, 11.827, 0.0091, 0.0015, 0
O, 9.6883, 5.3381, 17.1044, -0.0015, -0.0004, 0.0038
O, 3.9904, 0.7576, 21.3582, -0.0066, -0.0027, -0.0081
O, 8.3794, 0.9099, 13.6245, 0.001, -0.0035, 0.004
O, 5.8946, 5.9745, 11.2386, 0.0114, 0.015, 0.0106
O, 3.1653, -3.1871, 20.0134, -0.0014, 0.0067, -0.0028
O, 1.0386, 6.7012, 13.4399, 0.0053, 0, 0.0075
O, 7.8111, 1.2663, 18.3828, -0.0008, -0.0005, 0.0021
O, 2.8605, 7.7392, 15.0915, -0.0022, -0.0046, -0.0005
O, 2.5979, 3.2246, 16.9116, 0.0009, -0.0012, 0.0012
O, 7.0353, -3.9432, 13.4396, -0.0064, 0.0067, -0.0121
O, 7.7681, 5.9704, 21.2223, -0.0036, -0.0044, -0.0014
O, 1.7077, 5.493, 11.1674, 0.0001, 0.0037, 0.0062
O, 0.2409, 12.5362, 13.164, 0.0018, -0.0019, -0.0027
O, 7.0389, 0.6666, 9.4742, 0.0063, 0.0086, 0.0052
O, 9.5154, 7.8857, 17.8709, 0.001, -0.0001, 0.001
O, 4.0773, 9.9415, 15.6449, -0.002, 0.0036, -0.005
O, 4.6448, -0.3996, 10.4486, 0.0083, -0.0069, 0.0344

Results
free energy: -129410.223 eV
free energy less fixed offsets of O -568.88, Si -635.61 eV per atom: 0.697 eV

The program warned: the cutoff lies below the one the program advises for these potential files; the forces do not sum to zero within the program's tolerance; the exchange-correlation potential is rough where the density is thin.
